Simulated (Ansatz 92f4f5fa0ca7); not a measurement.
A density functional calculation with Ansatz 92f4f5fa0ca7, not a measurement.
Periodic cell of 220 atoms, Si132O88, from a study of silicon, its oxide and their interface. The atomic structure is a simulated model.
This geometry differs little from another in the collection (a relaxation step or a small displacement).

Settings
functional: r2SCAN
potential files: Ansatz PAW
basis: plane waves
wave-function cutoff: 800 eV
density cutoff ratio: 5
exchange-correlation grid ratio: 1
k mesh: 1 x 1 x 1, shifted by 0.5 0.5 0 of a step
self-consistency stop: 1e-10 eV per atom in the density residual
occupations: fixed
spin: none
net charge: 0

Cell vectors (angstrom)
a  10.888  0  0
b  0  10.888  0
c  0  0  32.0011

Atoms: element, x, y, z (angstrom)
Si  -0.0814  0.2117  0.0085
Si  2.61  3.0157  0.1193
Si  0.3832  5.189  0.1324
Si  2.9585  7.7412  0.0575
Si  5.7843  -0.3532  0.0281
Si  8.5048  2.325  0.0432
Si  5.2488  5.6105  -0.0261
Si  8.0598  8.465  0.3314
Si  1.4366  1.3836  1.3491
Si  4.165  4.1179  1.4421
Si  1.465  6.7116  1.5182
Si  4.1243  9.4209  1.2766
Si  6.8879  1.2583  1.3664
Si  9.6057  4.0014  1.31
Si  6.8188  6.7665  1.3462
Si  9.6455  9.6412  1.511
Si  0.0588  2.7025  2.7615
Si  2.7845  -0.0528  2.6426
Si  0.0687  8.1489  2.7544
Si  2.8073  5.397  2.8854
Si  5.5282  2.6752  2.6899
Si  8.224  0.0242  2.857
Si  5.4607  8.1149  2.7403
Si  8.2132  5.3838  2.6524
Si  1.395  4.0396  4.1538
Si  4.1265  1.3181  4.0319
Si  1.4264  9.5243  4.08
Si  4.1342  6.8105  4.1696
Si  6.8616  4.0561  4.0621
Si  9.5713  1.3965  4.1614
Si  6.8285  9.4872  4.0969
Si  9.5478  6.7672  4.0484
Si  0.0397  -0.0188  5.4476
Si  2.7643  2.6583  5.4489
Si  0.0107  5.4346  5.4529
Si  2.75  8.1761  5.4839
Si  5.4653  -0.0227  5.4344
Si  8.1939  2.7443  5.4891
Si  5.4988  5.413  5.4502
Si  8.1831  8.1214  5.4316
Si  1.3715  1.3433  6.8198
Si  4.1058  4.0641  6.7866
Si  1.3589  6.8081  6.8081
Si  4.101  9.5412  6.8291
Si  6.805  1.3557  6.7963
Si  9.5362  4.1081  6.8434
Si  6.8226  6.7905  6.8151
Si  9.5381  9.5046  6.7761
Si  0.0129  2.7307  8.1765
Si  2.7103  -0.0097  8.1765
Si  -0.0259  8.1497  8.161
Si  2.7248  5.4273  8.1397
Si  5.4383  2.7122  8.1585
Si  8.1809  -0.0062  8.1296
Si  5.4471  8.1542  8.1696
Si  8.1596  5.4558  8.1911
Si  1.3732  4.0962  9.5413
Si  4.0264  1.3987  9.5104
Si  1.317  9.5227  9.504
Si  4.0444  6.8032  9.5165
Si  6.7808  4.0903  9.5141
Si  9.4997  1.3819  9.5096
Si  6.8286  9.5263  9.4947
Si  9.5133  6.8009  9.5513
Si  -0.0219  0.0254  10.8496
Si  2.6849  2.7363  10.9499
Si  -0.0057  5.4392  10.9025
Si  2.6276  8.1408  10.8679
Si  5.4246  0.0302  10.762
Si  8.1528  2.7674  10.8827
Si  5.3797  5.4134  10.8642
Si  8.1593  8.1693  10.9012
Si  1.2738  1.3707  12.2821
Si  4.0256  4.1184  12.322
Si  1.2706  6.8107  12.3208
Si  4.0291  9.5757  12.0545
Si  6.6864  1.439  12.1358
Si  9.5695  4.0629  12.2891
Si  6.7534  6.7608  12.1776
Si  9.5327  9.5768  12.2205
Si  -0.073  2.6529  13.7916
Si  2.7533  0.0194  13.4939
Si  -0.0307  8.2666  13.7044
Si  2.5845  5.4135  13.7166
Si  5.4061  2.7354  13.6608
Si  8.0553  0.0816  13.3919
Si  5.28  8.1488  13.3663
Si  8.1745  5.4516  13.5591
Si  1.5216  3.7878  15.1498
Si  3.794  1.5598  14.9471
Si  1.7138  9.3762  14.8963
Si  3.8147  7.0546  14.8224
Si  7.066  3.8712  14.8851
Si  9.0813  1.4747  14.9499
Si  6.7555  9.4565  14.5414
Si  9.074  7.2237  14.8422
Si  5.2144  -0.1578  17.0628
Si  16.6652  5.8072  17.0093
Si  -0.1664  13.9608  20.6987
Si  12.0246  -0.8605  17.8255
Si  11.5621  3.4368  27.8149
Si  28.9139  12.0684  19.24
Si  25.2786  -3.4458  26.2231
Si  20.9469  2.5481  25.5254
Si  3.8851  -5.3062  19.2027
Si  -1.7827  -0.3447  17.5941
Si  8.7403  -6.524  27.433
Si  -13.5659  -3.1557  17.5278
Si  11.4698  4.3791  23.3381
Si  -7.6928  -8.3133  29.1547
Si  17.3363  21.4561  21.9223
Si  20.5195  17.0792  19.4098
Si  -12.9439  7.303  27.3356
Si  11.8536  4.6326  18.2293
Si  10.0981  6.8283  22.3421
Si  -3.8406  -13.9794  22.4634
Si  14.4371  -2.1723  18.8468
Si  3.5493  5.1125  24.3515
Si  -12.3965  6.5802  30.3595
Si  21.1607  -0.3605  24.8554
Si  0.6586  -2.1034  26.9352
Si  -4.7711  9.141  26.9894
Si  22.6845  -1.4412  22.4577
Si  26.277  10.7966  29.1876
Si  18.3013  -11.9846  24.4901
Si  5.3985  -5.688  21.8567
Si  1.6587  -12.3245  29.8564
Si  14.1219  4.7541  27.1963
Si  1.2305  0.4525  20.3653
Si  -3.5922  -6.5519  30.1054
Si  14.3662  -0.6318  21.605
Si  18.7053  3.8764  20.3086
O  9.0729  -2.9822  -0.8065
O  -4.086  -10.1888  -11.2575
O  7.2154  10.9008  -8.6849
O  -17.5402  -5.7085  -11.2734
O  -5.0553  4.8232  -1.3653
O  4.8082  19.2576  -5.5814
O  0.723  10.474  -1.2864
O  8.7803  3.303  -5.7998
O  10.2031  -2.9966  -5.3143
O  6.0441  -10.2291  -13.821
O  1.5099  -10.4698  -13.2372
O  15.9811  -16.7242  -13.7353
O  14.4683  -4.1971  -7.2249
O  9.259  7.0418  -3.1474
O  9.6374  1.2575  -0.5152
O  -0.067  5.8642  18.3653
O  6.7663  7.0067  17.4564
O  6.1069  -0.7061  15.8419
O  4.1889  0.8875  16.3826
O  2.7492  8.185  15.3651
O  4.5979  6.4503  16.1117
O  3.3757  2.5277  30.7569
O  23.8367  19.0787  26.3506
O  9.3884  0.5615  16.2777
O  6.5561  4.6534  16.2114
O  20.5018  -9.7933  25.0367
O  24.482  2.6933  15.3905
O  11.2029  3.5041  19.2072
O  22.7998  4.2173  16.6573
O  9.2314  7.0166  16.4619
O  -5.3159  -22.6795  28.2698
O  8.0825  2.6941  15.425
O  22.4313  9.9165  20.9193
O  3.1072  20.896  29.4048
O  23.8536  -6.1397  23.7993
O  8.4045  -5.7717  19.4489
O  22.4822  -7.0704  21.829
O  8.8886  7.5466  18.9829
O  21.6337  14.2013  24.2947
O  14.8043  7.1758  19.0138
O  28.6583  19.9547  21.4593
O  8.2855  16.3434  30.7107
O  -2.8388  -1.5505  17.3713
O  21.3422  -1.1067  18.0224
O  28.9619  2.7919  19.2889
O  2.5308  -12.3625  22.6326
O  2.6441  0.695  21.1417
O  -3.4498  -13.5961  27.276
O  -3.0434  -2.5889  14.904
O  37.3566  15.6408  23.2536
O  0.1178  1.504  20.7869
O  9.1426  3.2699  21.0301
O  8.9939  -12.2347  24.7315
O  0.3001  -8.5193  26.6681
O  -9.3118  2.6128  28.8866
O  3.8231  -7.0108  28.4137
O  15.7583  21.5387  22.2837
O  -3.9339  -12.3242  31.6283
O  12.8907  -2.1076  18.3682
O  -6.7875  6.6901  31.4863
O  -2.2978  -5.0681  26.7232
O  -4.2146  4.2914  21.3944
O  4.4629  -1.4024  17.7607
O  4.0287  1.3231  28.5438
O  2.0133  -2.7014  30.7986
O  14.4805  -4.5747  27.3919
O  11.2167  -0.744  26.1129
O  -0.5234  -4.565  20.8349
O  5.9573  6.7007  22.0596
O  7.5034  -6.6678  28.4929
O  -0.4033  -16.1173  23.3674
O  7.7069  2.9088  30.7371
O  3.787  -1.4932  20.2824
O  8.5395  7.1996  22.4295
O  6.7919  -2.5113  23.9607
O  8.5823  0.6131  18.7814
O  10.146  4.1249  28.2736
O  12.2803  10.2499  16.2481
O  12.4987  -6.2732  27.2127
O  10.8082  5.9646  30.764
O  11.7261  9.045  28.524
O  -4.25  -0.7084  25.8517
O  14.6821  4.2827  25.7376
O  0.2064  -2.8529  22.6977
O  1.4886  4.1011  31.618
O  5.211  11.0855  30.6091
O  11.1629  -0.3922  23.5083
O  2.4554  -5.9053  18.7581

Results
free energy: -134624.937 eV
free energy less fixed offsets of O -570.45, Si -639.56 eV per atom: -3.417 eV

Forces (eV/angstrom), in the order of the atoms: element, x, y, z
Si  0.0088  -0.0033  -0.0321
Si  0.0059  -0.0055  -0.0414
Si  0.002  0.0037  -0.0365
Si  -0.0074  0.0022  -0.0366
Si  -0.0084  0.007  -0.0381
Si  -0.004  0.0027  -0.0343
Si  0.0007  -0.0082  -0.0398
Si  0.005  -0.0036  -0.0323
Si  -0.0004  -0.0013  0.0039
Si  0.0023  0.0006  0.005
Si  0.0008  -0.0007  0.0042
Si  -0.0005  -0.0019  0.0013
Si  0.0004  -0.0013  0.0019
Si  0.002  -0.0039  -0.0035
Si  0.0002  -0.0003  0.0044
Si  0.0035  0.0012  0.0028
Si  -0.0034  0.0001  0.0038
Si  -0.0002  -0.0023  -0.0038
Si  0.0013  -0.0002  0.0032
Si  0.0022  0.0025  -0.0009
Si  0.0017  0.0011  0.0011
Si  0.0016  0.0011  0.0047
Si  -0.0002  0.0008  -0.0009
Si  -0.0016  -0.0014  -0.0021
Si  -0.0001  -0.0002  -0.0013
Si  -0.0022  0.0007  -0.0003
Si  0.0023  -0.0008  0.0022
Si  -0.0009  -0.0025  0.0024
Si  0.0017  -0.0009  0.0003
Si  0.0012  0.0015  0.0011
Si  0.0009  0.0011  0.0019
Si  0.0007  -0.0002  -0.0023
Si  0.0023  -0.001  0.0003
Si  -0.0014  0  0.0009
Si  0.0023  -0.0022  0.0015
Si  0.0002  0.0001  -0.0001
Si  0.0002  0.0004  0.0008
Si  0.0005  0.0008  -0.0005
Si  0.001  0.0011  0.0006
Si  0.0013  0  0.0018
Si  0.0004  -0.0004  -0.0006
Si  0.0006  -0.0016  -0.0015
Si  0.0011  -0.0024  -0.001
Si  0.0029  -0.0009  -0.001
Si  0.0022  -0.0025  -0.0013
Si  0.0028  0.0003  0.0018
Si  -0.001  -0.0009  -0.0008
Si  0.0006  -0.0004  -0.0002
Si  0.0009  -0.0008  0.0001
Si  0.0004  -0.0011  -0.0014
Si  0.0005  -0.0009  0.0007
Si  0.0027  -0.0002  0.001
Si  0.0003  -0.0006  -0.0004
Si  0.0019  -0.001  0.0008
Si  0.0018  -0.0015  -0.0016
Si  0.0017  -0.0019  0.0004
Si  0.0011  -0.0005  0.0011
Si  -0.0007  0.0028  -0.002
Si  -0.0001  -0.0012  -0.0013
Si  -0.0041  -0.0006  -0.0015
Si  0  -0.0021  -0.0007
Si  -0.0003  -0.0001  -0.0019
Si  0.0014  -0.0011  -0.0017
Si  0.0018  -0.0024  0.0016
Si  0.0004  -0.0005  -0.0026
Si  -0.0001  0  -0.0012
Si  0.0016  -0.0007  0.0004
Si  0.0008  -0.0009  0.0017
Si  0.0007  0.002  -0.0014
Si  0.0001  0.0016  0.0024
Si  0.0006  -0.0011  0.0011
Si  0.001  -0.0006  0.0002
Si  0  -0.0004  0.002
Si  -0.0007  -0.0015  0.0015
Si  0  -0.0018  0.0013
Si  -0.001  0.002  -0.0001
Si  -0.0023  0.0012  0.0029
Si  0.0017  -0.0009  0.0029
Si  0.0005  -0.0011  -0.0012
Si  0.0015  0.0009  0.0036
Si  0.0001  0.0012  -0.0012
Si  0.0005  0.0019  -0.0032
Si  -0.0001  0.0005  0.0005
Si  -0.0018  -0.0004  0.0003
Si  -0.001  -0.001  -0.0046
Si  0.0028  -0.001  -0.0024
Si  0.0003  -0.0013  0.0025
Si  -0.0001  0.0016  0.0005
Si  -0.0019  0.0004  0.0551
Si  -0.0032  -0.0048  0.0386
Si  0.0012  0.0095  0.0454
Si  0.0045  -0.0039  0.0353
Si  -0.0007  0.0065  0.0411
Si  0.0008  -0.0112  0.0446
Si  0  0.003  0.0398
Si  -0.0036  0.0051  0.0474
Si  0.0035  -0.0071  0.0757
Si  -0.0022  0.0058  0.0806
Si  -0.0032  0  0.032
Si  0.0032  0.0003  0.0814
Si  -0.008  0.0031  -0.0487
Si  0.0026  0.019  0.0577
Si  0.0022  -0.0007  -0.0261
Si  0.0037  -0.0025  -0.0285
Si  -0.0049  0.0009  0.0464
Si  -0.0029  -0.0068  0.0672
Si  0.0133  -0.0035  -0.0547
Si  -0.0008  0.0024  0.0675
Si  0.0043  0.0049  0.0047
Si  -0.0049  0.0095  -0.0717
Si  -0.0058  -0.0092  0.0231
Si  -0.0024  -0.0142  0.052
Si  -0.0051  0.0094  -0.0537
Si  -0.0076  0.0069  0.0781
Si  0.0013  0.0102  0.0192
Si  0.0025  0.002  0.0071
Si  -0.0041  -0.0013  0.0566
Si  -0.0069  0.001  -0.0168
Si  -0.0048  -0.0038  -0.0749
Si  -0.0058  0.0037  -0.0204
Si  0.0011  0.0039  -0.0521
Si  0.007  -0.0077  -0.0504
Si  0.0019  -0.0001  0.0115
Si  0.0025  -0.0059  -0.0686
Si  0.004  -0.0028  -0.0176
Si  0.0123  0.0047  0.0238
Si  0.006  -0.0019  -0.079
Si  -0.0002  0.0116  -0.0483
Si  -0.0004  0.0005  0.0417
Si  0.0139  0.0031  -0.0655
Si  -0.0022  0.0083  0.0255
Si  0.0004  0.0012  0.0341
O  -0.0117  0.0155  0.0351
O  0.0055  0.0097  -0.0256
O  -0.0034  0.0027  -0.0012
O  -0.0052  0.0025  -0.0225
O  -0.0135  0.0088  0.0356
O  0.0052  0.0049  0.0139
O  -0.0157  0.0125  0.0434
O  -0.003  0.0105  0.0183
O  -0.0055  -0.0062  0.0191
O  -0.0175  -0.0116  -0.0406
O  -0.0042  -0.0066  -0.0391
O  0.0118  0.0027  -0.0407
O  -0.0023  0.005  0.013
O  0.005  -0.0057  0.0583
O  -0.0008  -0.0008  0.0209
O  0.0081  0.0004  -0.022
O  -0.0047  -0.0075  -0.0265
O  0.0136  -0.0114  -0.0487
O  -0.0099  0.0179  -0.0404
O  -0.001  -0.0004  -0.0245
O  -0.0189  0.011  -0.0448
O  -0.006  0.0044  0.0611
O  -0.0072  0.0053  0.0162
O  -0.0002  0.0237  -0.058
O  0.0104  -0.0207  -0.0437
O  0.0008  0.0052  0.0088
O  0.0007  0.0023  -0.0195
O  0.0087  0.0148  -0.0338
O  0.0082  -0.0099  -0.063
O  0.0127  -0.0041  -0.0485
O  -0.0149  0.0157  0.0349
O  -0.0002  0.0025  -0.0233
O  0.0019  0.009  -0.0173
O  -0.0103  -0.0056  0.0263
O  0.0004  0.0033  0.0025
O  0.0028  0.0094  -0.0176
O  -0.005  -0.0036  -0.0119
O  -0.0103  0.0111  -0.0351
O  -0.0018  -0.0028  0.012
O  0.0029  0.0011  -0.015
O  -0.0014  0.0038  -0.0069
O  -0.0009  0.0018  0.0252
O  -0.0011  -0.0056  -0.0236
O  -0.0026  0.0009  -0.023
O  -0.0041  -0.0075  -0.0219
O  0.0021  0.0011  -0.0084
O  -0.0043  0.0019  -0.0136
O  0.0069  -0.0046  0.0159
O  -0.0057  0.0042  -0.0263
O  -0.0025  0.0024  -0.0026
O  0.0018  -0.0005  -0.0118
O  -0.0025  -0.0008  -0.0127
O  -0.0008  0.0018  0.0057
O  0.0039  0.0072  0.023
O  0.0145  -0.0077  0.0275
O  0.0004  -0.0161  0.0306
O  -0.0032  0.001  -0.0112
O  0.0048  -0.0051  0.0163
O  -0.0073  0.0051  -0.0264
O  0.0027  -0.0008  0.0173
O  0  -0.0025  0.0193
O  0.0021  0.0001  -0.0128
O  0.0139  0.0174  -0.0333
O  0.0034  -0.004  0.032
O  0.015  -0.0148  0.0396
O  -0.0002  -0.0044  0.0171
O  0.0059  -0.0066  0.0179
O  -0.0047  0.0013  -0.0275
O  -0.0022  -0.0022  -0.0057
O  -0.0196  0.0005  0.0505
O  -0.0017  0.0026  -0.0048
O  0.0098  -0.0166  0.0359
O  0.0028  -0.0078  -0.0342
O  -0.001  0.0009  -0.0099
O  0.0003  0.0029  0.0005
O  0.0086  -0.0092  -0.0306
O  -0.0006  0.0014  0.0205
O  0.0057  -0.0069  -0.0588
O  0.0007  -0.0025  0.0179
O  0.0102  -0.0093  0.0323
O  0.0085  0.0088  0.0509
O  -0.0063  -0.001  0.0195
O  -0.0032  0.0011  0.023
O  -0.0037  -0.0006  -0.0085
O  -0.0043  0.0004  0.0211
O  0.0166  -0.0024  0.0541
O  -0.0008  0.0005  0.0024
O  -0.0059  -0.0014  -0.0185

The program warned: the cutoff lies below the one the program advises for these potential files; the forces do not sum to zero within the program's tolerance; empty levels may hold ghost states of the PAW files; the exchange-correlation potential is rough where the density is thin.
